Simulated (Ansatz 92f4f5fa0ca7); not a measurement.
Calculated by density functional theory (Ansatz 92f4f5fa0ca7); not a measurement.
Periodic cell of 221 atoms, Si132O87H1N1, from a study of silicon, its oxide and their interface. The atomic structure is a simulated model.

Settings: functional PBE; potential files Ansatz PAW; basis plane waves; wave-function cutoff 700 eV; density cutoff ratio 5; exchange-correlation grid ratio 1; k mesh 2 x 2 x 1, shifted by 0.5 0.5 0.5 of a step; self-consistency stop 5e-08 eV per atom in the density residual; occupations fixed; spin none; net charge 0.

Cell vectors (angstrom)
a  10.938  0  0
b  0  10.938  0
c  0  0  32.6504

Atoms and the computed forces on them: element, x, y, z (angstrom), force x, y, z (eV/angstrom)
Si  -0.346  0.2952  25.206  -0.0341  0.0059  -0.0337
Si  5.7511  -0.4147  25.1611  0.0081  -0.0611  -0.0737
Si  2.5139  3.0506  25.2118  0  0.0128  -0.0242
Si  8.4336  2.5923  25.2375  0.0132  0.007  -0.0113
Si  0.2825  5.2751  25.1996  -0.0172  -0.0267  -0.0359
Si  5.05  5.8295  25.2273  -0.0113  -0.0122  -0.0096
Si  2.9839  8.2629  24.9453  0.0317  -0.002  -0.0017
Si  8.109  8.4071  25.2628  -0.0023  0.0249  -0.0316
Si  1.3648  1.3869  26.4406  -0.0066  0.0048  0.0186
Si  6.7614  1.3947  26.3958  0.0135  -0.0153  0.0322
Si  3.9968  4.2354  26.5983  0.0078  -0.0242  -0.0134
Si  9.6345  4.1264  26.5491  -0.0205  0.0067  -0.0238
Si  1.3936  7.0022  26.3571  0.027  0.0066  0.0037
Si  6.8243  6.8325  26.4597  -0.0231  0.0081  0.0131
Si  4.1387  9.5501  26.5503  -0.0452  0.0072  -0.0115
Si  9.553  9.6522  26.6066  0.0208  -0.0304  -0.0138
Si  2.7288  0.0136  27.8362  -0.0136  0.0141  0.0049
Si  8.12  0.0649  27.8836  -0.0088  0.0071  -0.0086
Si  0.0258  2.7188  27.8904  -0.0056  0.0019  0.0017
Si  5.4284  2.7755  27.8278  0.0169  -0.0141  -0.0062
Si  2.6347  5.5936  27.8938  0.0044  0.0026  -0.0042
Si  8.1935  5.4704  27.8494  -0.0087  0.0051  0.0101
Si  0.0056  8.2339  27.85  0.0054  -0.0097  0.0135
Si  5.4885  8.1727  27.8961  0.0086  0.0032  -0.0064
Si  4.1018  1.3673  29.2321  -0.047  0.12  -0.2415
Si  9.5708  1.3673  29.2321  -0.1518  0.0742  0.1011
Si  1.3673  4.1018  29.2321  -0.1648  0.2731  0.1718
Si  6.8362  4.1018  29.2321  -0.0132  -0.0985  -0.1898
Si  4.1018  6.8362  29.2321  -0.0467  0.0494  0.3318
Si  9.5708  6.8362  29.2321  0.0201  0.05  -0.2492
Si  1.3673  9.5708  29.2321  0.1425  0.0725  -0.0894
Si  6.8362  9.5708  29.2321  -0.1322  0.0694  0.2101
Si  0  0  30.5994  -0.0558  -0.0448  -0.0302
Si  5.469  0  30.5994  0.0096  -0.0907  -0.0073
Si  2.7345  2.7345  30.5994  0.1121  0.0884  -0.0313
Si  8.2035  2.7345  30.5994  0.0545  0.0283  0.0064
Si  0  5.469  30.5994  -0.0309  -0.1534  0.0218
Si  5.469  5.469  30.5994  -0.0756  -0.063  -0.0245
Si  2.7345  8.2035  30.5994  0.1301  0.0565  0.0274
Si  8.2035  8.2035  30.5994  0.0562  0.0889  -0.0242
Si  1.3673  1.3673  31.9666  -0.0297  0.0383  -0.0142
Si  6.8362  1.3673  31.9666  -0.0274  0.0039  -0.0164
Si  4.1018  4.1018  31.9666  0.0272  -0.0265  0.021
Si  9.5708  4.1018  31.9666  -0.0582  0.0598  0.0187
Si  1.3673  6.8362  31.9666  -0.0329  0.043  -0.0233
Si  6.8362  6.8362  31.9666  -0.012  -0.0138  -0.0078
Si  4.1018  9.5708  31.9666  -0.0466  0.0598  0.0088
Si  9.5708  9.5708  31.9666  0.0139  -0.0266  0.0226
Si  2.7345  0  0.6835  0.0395  -0.0397  0.004
Si  8.2035  0  0.6835  -0.0217  0.0235  -0.0018
Si  0  2.7345  0.6835  -0.0195  0.0227  -0.0089
Si  5.469  2.7345  0.6835  0.051  0.018  0.0056
Si  2.7345  5.469  0.6835  0.0378  -0.0468  -0.0107
Si  8.2035  5.469  0.6835  0.0066  -0.0719  0.0202
Si  0  8.2035  0.6835  0.0532  -0.0559  -0.0064
Si  5.469  8.2035  0.6835  0.0092  0.0222  -0.0148
Si  4.1018  1.3673  2.0507  -0.0736  -0.0634  0.0338
Si  9.5708  1.3673  2.0507  -0.0274  0.0103  0.0249
Si  1.3673  4.1018  2.0507  0.0045  -0.0112  0.0062
Si  6.8362  4.1018  2.0507  -0.0818  -0.0044  -0.0303
Si  4.1018  6.8362  2.0507  0.0326  -0.0123  0.0192
Si  9.5708  6.8362  2.0507  0.0731  0.1648  0.0121
Si  1.3673  9.5708  2.0507  -0.0567  0.037  0.0149
Si  6.8362  9.5708  2.0507  -0.0419  -0.0338  0.0024
Si  0  0  3.418  0.0459  -0.3483  -0.0771
Si  5.469  0  3.418  -0.2717  -0.4571  -0.1038
Si  2.7345  2.7345  3.418  -0.4297  -0.2203  0.0769
Si  8.2035  2.7345  3.418  0.0982  0.0902  -0.0936
Si  0  5.469  3.418  0.4146  0.1935  0.292
Si  5.469  5.469  3.418  0.1651  -0.0598  -0.5254
Si  2.7345  8.2035  3.418  -0.1439  -0.063  0.308
Si  8.2035  8.2035  3.418  0.4863  0.3401  -0.0757
Si  1.3376  1.2979  4.8207  -0.0087  0.0021  0.0045
Si  6.8511  1.3161  4.7177  0.0131  -0.0039  -0.0045
Si  4.0815  4.1276  4.712  -0.011  0.0056  -0.0031
Si  9.6233  4.0816  4.7697  -0.0027  -0.0047  -0.0104
Si  1.3823  6.8626  4.8936  0.0031  0.0063  -0.0108
Si  6.9173  6.7843  4.7027  0.0173  0.0053  0.0039
Si  4.1084  9.5181  4.828  -0.0141  -0.0014  0.0066
Si  9.6231  9.5683  4.8518  0.012  -0.0145  0.0034
Si  2.6701  -0.1135  6.2373  -0.0098  -0.0034  0.0053
Si  8.2074  0.0419  6.1539  0.003  -0.0065  -0.0122
Si  -0.0855  2.6548  6.189  -0.0353  0.0033  0.0018
Si  5.425  2.6782  5.9429  0.0273  0.0042  0.0172
Si  2.8446  5.4746  6.2049  0.0208  0.0041  -0.0075
Si  8.3061  5.493  6.1053  -0.0032  0.007  0.0164
Si  -0.0065  8.2008  6.3875  0.0091  -0.0031  -0.0204
Si  5.5634  8.0718  6.0679  -0.0089  0.0257  -0.0036
Si  3.8922  1.563  7.3103  0.0157  0.0027  0.0388
Si  9.0193  1.7763  7.5977  -0.0299  0.017  0.0457
Si  1.6494  3.7823  7.2847  0.0169  -0.0054  0.0415
Si  6.8343  4.052  7.1534  -0.0273  0.0094  -0.0276
Si  4.7145  6.3554  7.4662  0.0333  -0.0196  0.0513
Si  9.2986  7.001  7.6927  -0.0217  -0.0034  0.044
Si  1.3182  9.5809  7.8401  0.0113  0.0089  0.0388
Si  7.1112  9.2825  7.3399  -0.0038  -0.0122  0.0454
O  1.3814  4.1435  24.6991  -0.0009  0.0014  -0.0237
O  7.0304  9.5554  24.8044  -0.0011  -0.0048  -0.0184
O  2.782  2.6821  7.7847  -0.018  0.0074  0.0365
O  8.1852  8.1916  7.9722  0.0078  -0.0023  0.0289
O  5.7681  5.1268  7.9142  -0.0225  0.0278  0.0137
O  -2.2192  2.2756  18.7772  0.0221  -0.0087  0.001
O  4.0662  7.0192  24.5729  -0.0025  0.0012  -0.023
O  9.514  1.454  24.7112  0.0149  -0.0125  -0.0215
O  2.1865  8.5061  8.7548  0.0057  0.0221  -0.0022
O  0.9445  4.3168  8.6666  0.0174  -0.0184  -0.0022
O  9.3723  1.1502  9.0935  0.0143  0.0166  -0.0261
O  6.4625  10.0067  8.648  0.0048  -0.009  -0.0158
O  4.6209  1.0453  8.6814  -0.0092  -0.0142  -0.0139
O  4.4471  7.1726  8.8646  -0.0158  -0.0116  -0.0146
O  7.8794  2.9651  7.927  0.0448  -0.0442  0.0305
O  9.6798  6.4015  9.2052  -0.0133  0.0012  -0.013
O  3.2292  2.4191  23.8773  0.0016  0.0156  0.0018
O  5.0346  -0.4026  23.6786  0.012  0.0103  0.03
O  7.831  3.4113  23.9379  -0.027  -0.0101  -0.0033
O  10.5907  5.863  23.8072  0.0061  0.0158  0.0135
O  8.7902  7.8218  23.8853  0.0021  -0.0009  0.0092
O  0.0715  10.4731  23.8216  0.0144  0.0055  0.0013
O  5.5176  4.8355  24.0165  0.0145  0.011  0.0001
O  1.1663  10.4672  21.4281  -0.009  -0.0082  0.0155
Si  4.1231  6.7489  12.1928  -0.0017  0.0038  0.0047
Si  8.4311  -2.3442  14.6126  0.0026  -0.0043  0.0056
Si  5.3197  2.85  13.3271  -0.0012  0.0014  0.0071
Si  6.7361  -4.0353  18.8888  0.0054  0.0026  -0.0048
Si  8.5024  -9.6499  17.5144  -0.0025  -0.0029  0.0025
Si  1.7884  -3.2311  18.2709  -0.0009  0.0012  -0.0023
Si  0.9535  9.5691  22.8016  -0.0095  0.0014  -0.0069
Si  11.7728  3.6049  10.1265  0.0088  0.004  -0.006
Si  5.3428  10.7899  9.4983  -0.0086  0.0083  -0.0099
Si  2.6404  4.0638  12.4267  -0.0023  -0.0017  -0.0022
Si  13.3493  -5.4958  16.5218  0.0035  -0.0013  -0.0055
Si  -1.1488  2.9443  19.8197  -0.0044  0.0022  0.0004
Si  10.9394  1.2051  15.4993  0.0051  -0.0004  0.0013
Si  0.5207  -6.8202  14.5162  0  -0.0012  0.0037
Si  6.5085  0.3411  12.2442  -0.0029  0.0024  -0.0032
Si  0.3787  11.1876  20.1577  -0.0004  -0.0004  -0.0022
Si  14.3486  -6.1047  20.5877  -0.0037  -0.0039  -0.0096
Si  6.7861  -5.7834  11.9289  -0.0011  0.001  -0.0012
Si  5.4787  -2.0185  13.8543  -0.004  -0.0038  0.0044
Si  6.4862  3.8723  23.1439  0.0052  -0.0005  -0.0007
Si  9.5179  0.0175  12.8354  0.0039  0.0001  0.0045
Si  10.6988  0.6624  9.925  0.0121  0.002  0.0141
Si  1.7538  -0.4001  17.478  0.0028  -0.0021  0.0002
Si  4.1309  -3.2066  20.5129  0.0052  0.0025  -0.0124
Si  9.1876  -4.9559  13.4921  0.0015  -0.0011  0.0089
Si  0.9193  -5.8899  18.9973  -0.0037  -0.004  -0.0006
Si  5.9322  2.4187  16.2415  -0.0009  0.0024  0.0004
Si  4.0547  2.2669  22.4792  0.0107  0.0088  0.0039
Si  4.6966  -0.4309  16.3802  -0.0068  -0.0023  0.0007
Si  9.9225  7.0868  22.973  0.0011  -0.0025  -0.0012
Si  7.516  -1.4891  17.3777  0.0067  -0.0014  0.0036
Si  9.4286  5.5721  10.5995  -0.0001  -0.0062  0.0048
Si  -2.7056  5.2265  21.0619  0.0007  0  0.0008
Si  3.8524  -0.7733  22.6176  0.0208  0.0013  -0.0019
Si  4.9658  4.8152  17.7145  0.0026  -0.002  -0.0032
Si  14.4618  -2.6865  9.6536  0.0086  0.0026  0.0009
O  1.7372  4.5361  17.6909  -0.0015  0.0306  0.0006
O  9.8532  -9.8954  16.683  -0.0106  0.007  0.0037
O  19.0106  0.7232  12.5334  -0.0007  -0.0133  -0.0043
O  6.0475  -1.185  12.5695  -0.0072  0.0061  0.0073
O  2.9473  -2.9462  19.3996  -0.0045  -0.0109  0.0001
O  5.9972  6.0785  17.6833  -0.011  -0.0089  0.0276
O  3.7955  -4.6469  21.2708  0.0013  0.002  -0.0206
O  4.4453  7.7564  13.4206  0.0117  -0.0029  -0.0178
O  -1.1851  6.4105  11.9936  -0.0222  -0.0246  0.0039
O  2.2664  3.9531  10.8472  -0.0022  -0.0006  0.0067
O  14.6209  -7.4492  21.4564  -0.0022  -0.0061  0.0114
O  4.8809  1.1825  16.2801  0.0229  -0.0022  -0.0053
O  5.621  1.2697  13.2182  0.0153  0.0027  -0.0153
O  4.2192  4.7677  19.1644  0.0037  0.0049  0.0052
N  2.5485  9.3115  23.5094  -0.0005  -0.0144  0.0106
O  10.3915  4.2537  10.7146  -0.01  0.0094  -0.0108
O  16.6748  3.4015  17.5184  -0.011  0.0102  -0.0175
O  8.0666  -0.1607  18.181  0.0027  0.0035  -0.0171
O  4.252  -1.8783  21.4663  -0.0218  0.0033  0.0137
O  7.4325  1.8063  16.4103  -0.0128  -0.0046  0.014
O  5.6664  2.5055  22.7422  -0.0158  0.0222  0.0139
O  5.943  -1.1902  17.1062  0.0028  0.0046  -0.0058
O  -3.2836  -2.8376  18.2636  -0.0209  0.0052  -0.004
O  1.3936  0.4318  18.8515  -0.0106  -0.0161  0.0064
O  -0.8584  -0.7756  19.9426  -0.0178  0.0325  -0.0299
O  7.6169  5.5782  13.2752  0.017  -0.0004  -0.0278
O  7.8392  5.1304  10.6704  0.0191  0.0143  0.0335
O  17.1151  -7.2656  12.2125  -0.0132  0.0103  0.0172
O  5.748  3.2605  14.8522  -0.0006  -0.0246  0.0017
O  9.998  -6.193  14.1781  0.0113  0.0101  -0.0075
O  -1.8139  -1.4583  13.4239  -0.0034  0.015  0.0115
O  3.227  7.5463  11.0866  0.012  -0.0051  0.0063
O  1.5113  -5.7125  15.1937  -0.0083  -0.0165  0.0151
O  14.6752  3.0114  12.9938  0.0114  0.0153  -0.0065
O  11.3294  -8.1531  15.4313  -0.0011  -0.0022  -0.0155
O  9.2641  -3.741  14.5727  -0.0197  -0.002  -0.0149
O  6.8377  -2.6802  14.4634  -0.0012  0.0045  -0.0023
O  9.1908  6.3854  21.6997  -0.007  -0.0118  0.0117
O  -0.5318  0.7546  14.0081  -0.0072  -0.0085  0.0021
O  0.1448  8.161  22.5301  -0.0091  0.0052  0.0155
O  1.7982  4.802  20.3409  0.0065  0.0105  -0.0291
O  7.7134  -5.0924  19.6482  -0.0143  0.0092  0.0076
O  5.6121  -3.3517  19.8465  -0.0039  -0.0193  -0.0077
O  2.4595  -3.9237  16.9455  -0.0169  -0.024  0.0248
O  1.0813  -1.8724  17.7361  0.0241  0.0029  0.0061
O  3.1968  -5.3866  12.77  0.0108  -0.0097  -0.0197
O  3.6813  0.749  21.9301  0.0018  0.0042  -0.0068
O  10.7742  -9.1425  20.4513  -0.0167  -0.0088  -0.0191
O  10.5359  4.1354  18.9999  0.0132  -0.0052  0.0107
O  6.1237  0.6055  10.6992  0.0039  -0.0099  0.0234
O  5.5485  -4.7617  11.6071  -0.002  -0.0106  0.0202
O  12.1597  3.7033  13.1204  0.0057  0.0107  0.0233
O  -4.0401  -6.0806  21.9169  0.0149  -0.0131  0.0081
O  3.9589  4.9528  16.4247  -0.0057  0.0088  0.0263
O  8.9871  -7.1649  20.9661  0.0042  0.0033  -0.0091
O  -2.4374  -1.603  16.0668  -0.0082  -0.0081  -0.0007
O  3.3572  -0.648  17.2716  -0.0074  -0.0001  -0.0016
O  11.6446  1.9751  10.148  -0.0225  -0.0041  -0.008
O  12.1832  0.3021  16.0758  0.0005  0.0016  0.0084
O  4.2331  9.6882  9.9604  0.0028  -0.0081  -0.0036
O  11.4756  -0.4118  8.9581  -0.0071  -0.0022  0.0005
O  10.3285  0.0055  11.3963  -0.0068  0.0153  -0.0078
O  4.6353  -1.0804  14.8865  0.0174  0.0022  0.0055
O  0.6503  6.6656  18.8495  0.0343  -0.0108  -0.0059
H  -1.6135  -0.5558  19.3595  0.0258  -0.0114  0.0204

Results
free energy: -133813.238 eV
free energy less fixed offsets of H -17.10, N -388.26, O -569.03, Si -635.61 eV per atom: -1.748 eV

The program warned: the cutoff lies below the one the program advises for these potential files; the exchange-correlation potential is rough where the density is thin.
